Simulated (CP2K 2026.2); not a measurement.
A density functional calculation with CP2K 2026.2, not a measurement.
Periodic cell of 504 atoms, Si360O144, from a study of silicon, its oxide and their interface. The atomic structure is a simulated model.
Doubt: the forces sum to 2.07 eV/angstrom along one axis rather than to zero, so they err by at least 0.0041 eV/angstrom per atom on average; the grid cutoff is modest.

Settings: functional PBE; method Gaussian and plane waves; basis set DZVP-MOLOPT-SR-GTH; pseudopotentials GTH-PBE; grid cutoff 300 Ry, relative cutoff 40 Ry; k points Gamma only; occupations fixed; spin none; net charge 0.

Cell vectors (angstrom)
a 16.32 0 0
b 0 16.32 0
c 0.0446 -2.7291 33.9828

Atoms and the computed forces on them: element, x, y, z (angstrom), force x, y, z (eV/angstrom)
Si 1.606 -1.586 0.068 -0.179 0.202 0.8
Si 4.269 1.227 0.132 -0.218 0.137 0.756
Si 1.169 4.319 0.216 0.119 -0.181 0.799
Si 3.854 7.046 0.163 0.131 -0.117 0.724
Si 1.556 -7.122 -0.006 -0.163 0.196 0.719
Si 3.751 -3.897 -0.027 0.255 -0.108 0.726
Si 6.518 -0.974 0.006 0.126 -0.344 0.744
Si 9.271 1.477 0.093 0.21 -0.063 0.756
Si 7.115 3.773 0.023 -0.141 0.184 0.732
Si 9.337 7.004 0.132 0.137 -0.175 0.727
Si 7.101 9.235 0.054 -0.207 0.178 0.74
Si -6.553 -4.248 -0.128 -0.165 0.212 0.713
Si -3.787 -1.437 0.052 -0.233 0.05 0.718
Si -1.496 1.541 0.226 0.173 -0.096 0.737
Si -3.745 3.69 0.221 -0.098 0.076 0.768
Si -1.144 6.433 0.023 -0.183 0.236 0.768
Si -4.356 -6.51 0.051 0.129 -0.084 0.782
Si -1.657 -3.752 -0.064 0.163 -0.174 0.723
Si 2.715 0.008 1.391 0.01 -0.016 -0.04
Si 5.483 2.758 1.396 0.004 -0.01 -0.065
Si 2.728 5.484 1.479 -0.015 0.006 -0.058
Si 5.47 8.185 1.395 0.014 -0.009 -0.049
Si 2.653 -5.478 1.306 0.012 -0.013 -0.046
Si 5.431 -2.729 1.193 -0.026 0.027 -0.078
Si 8.084 0.014 1.445 -0.017 0.013 -0.074
Si -5.428 2.6 1.401 -0.029 0.001 -0.039
Si 8.187 5.388 1.369 0.004 0.002 -0.036
Si -5.421 8.195 1.382 0.006 0.007 -0.063
Si 8.203 -5.398 1.254 0.024 -0.006 -0.054
Si -5.44 -2.656 1.237 0.017 -0.015 -0.04
Si -2.665 -0.011 1.503 0.004 0.006 -0.046
Si 0.033 2.739 1.505 -0.012 0.017 -0.043
Si -2.689 5.376 1.436 0.011 -0.005 -0.077
Si -0.059 8.113 1.3 0.005 -0.02 -0.066
Si -2.746 -5.357 1.3 -0.011 0.025 -0.07
Si -0.022 -2.73 1.311 0.007 -0.002 -0.054
Si 1.387 1.343 2.783 0.003 -0.004 0.012
Si 4.111 4.097 2.754 -0.003 -0.006 0.013
Si 1.314 6.838 2.772 -0.023 0.004 0.047
Si 4.087 9.568 2.702 -0.021 -0.005 0.016
Si 1.303 -4.126 2.682 0.015 0.018 0.025
Si 4.106 -1.394 2.683 0.011 0.01 0.031
Si 6.777 1.389 2.811 -0.019 0.001 0.043
Si 9.573 4.056 2.728 0.001 -0.006 0.024
Si 6.794 6.752 2.722 0 0.003 0.022
Si 9.517 -6.758 2.71 -0.002 0.015 0.038
Si 6.797 -4.061 2.598 -0.017 -0.004 -0.016
Si -6.814 -1.381 2.677 0.026 0.012 -0.005
Si -4.102 1.291 2.814 0.003 0.014 0.038
Si -1.347 4.075 2.854 0.006 -0.003 0.044
Si -4.062 6.802 2.705 -0.011 -0.012 0.01
Si -1.391 -6.78 2.629 0.008 -0.004 -0.001
Si -4.104 -4.014 2.683 -0.015 0.001 0.031
Si -1.29 -1.379 2.776 0.014 -0.005 0.033
Si 0.031 -0.008 4.136 -0.009 -0.002 0.007
Si 2.753 2.718 4.104 0.003 0.005 -0.003
Si 0.008 5.461 4.16 0.013 -0.006 0.001
Si 2.72 8.2 4.075 -0.004 -0.011 -0.006
Si -0.036 -5.467 4.053 -0.005 0 0.02
Si 2.708 -2.748 4.025 -0.007 0.012 -0.02
Si 5.42 -0.024 4.099 -0.002 -0.002 -0.009
Si 8.186 2.735 4.114 0.003 -0.004 -0.005
Si 5.447 5.444 4.124 0.013 0.012 0.004
Si 8.157 -8.157 4.047 -0.003 0.001 -0.013
Si 5.458 -5.398 4.03 -0.004 0.006 0.012
Si 8.146 -2.74 4.024 -0.005 0 0.004
Si -5.476 -0.058 4.116 -0.006 0 0.007
Si -2.74 2.695 4.142 0.01 0.011 -0.013
Si -5.419 5.447 4.079 0.001 -0.014 -0.001
Si -2.714 8.182 4.044 0.011 0 0
Si -5.437 -5.404 4.061 0.01 0.005 -0.01
Si -2.719 -2.717 4.084 -0.015 -0.012 -0.011
Si 1.356 -1.389 16.379 -0.005 0.004 -0.001
Si 4.065 1.35 16.336 -0.002 0.004 -0.003
Si 1.381 4.09 16.314 0.005 0.01 -0.007
Si 4.115 6.814 16.326 -0.002 0.002 -0.005
Si 1.392 -6.771 16.32 -0.004 0.016 0.002
Si 4.073 -4.093 16.4 -0.003 -0.006 -0.012
Si 6.771 -1.371 16.328 0.001 -0.018 0.007
Si -6.811 1.357 16.332 -0.006 0.006 -0.001
Si 6.811 4.067 16.359 0.002 -0.006 0.006
Si -6.856 6.787 16.242 -0.002 -0.004 -0.015
Si 6.746 -6.808 16.363 0.001 -0.019 -0.001
Si -6.791 -4.086 16.28 0.011 -0.014 -0.016
Si -4.093 -1.336 16.34 0.007 0.005 -0.001
Si -1.339 1.334 16.284 -0.012 0.002 -0.006
Si -4.088 4.063 16.241 0.001 -0.001 -0.002
Si -1.316 6.821 16.298 0.004 0.004 -0.019
Si -4.075 9.548 16.261 0.008 0 -0.019
Si -1.34 -4.046 16.298 0.011 0.018 -0.006
Si 2.728 -0.018 17.722 0 -0.018 -0.001
Si 5.429 2.691 17.699 0.002 0.01 0.012
Si 2.748 5.468 17.658 -0.007 -0.019 -0.004
Si 5.393 8.159 17.788 -0.007 0.027 0.009
Si 2.728 -5.476 17.78 0.004 -0.007 -0.002
Si 5.426 -2.703 17.744 0.006 -0.001 0.015
Si 8.146 -0.032 17.673 0.011 0.011 0.002
Si -5.456 2.766 17.65 0.011 -0.003 0.005
Si 8.153 5.48 17.704 0.016 -0.001 -0.002
Si -5.453 8.131 17.517 0.009 0.002 -0.015
Si 8.16 -5.427 17.629 0.007 0.012 0.009
Si -5.447 -2.748 17.669 0.008 0.008 -0.011
Si -2.723 0.048 17.679 -0.015 0.002 0.023
Si 0.052 2.662 17.628 0.015 0.002 -0.006
Si -2.683 5.39 17.554 -0.025 -0.006 0.009
Si 0.03 -8.104 17.666 0.006 -0.011 0.02
Si -2.745 -5.365 17.612 -0.035 -0.007 -0.022
Si -0.003 -2.759 17.755 -0.018 -0.011 0.023
Si 1.36 1.328 19.077 -0.007 0.001 0.003
Si 4.061 4.079 19.032 -0.014 -0.007 -0.022
Si 1.448 6.888 19.012 0.037 0.019 -0.035
Si 4.023 -6.845 19.24 -0.028 -0.026 0.003
Si 1.37 -4.135 19.158 -0.016 0.015 -0.012
Si 4.064 -1.342 19.145 0.002 0.003 -0.013
Si 6.794 1.308 19.047 -0.015 0.008 -0.027
Si -6.748 4.17 19.045 0.011 0.021 -0.024
Si 6.768 6.781 19.121 0.017 -0.02 -0.013
Si -6.787 9.468 18.878 0.001 -0.006 -0.042
Si 6.833 -4.081 19.038 0.032 0.004 -0.033
Si 9.48 -1.436 19.015 -0.036 0.003 -0.002
Si -4.076 1.465 19.019 0.027 -0.017 -0.044
Si -1.322 4.026 18.905 -0.007 -0.001 -0.02
Si -4.084 6.758 18.813 -0.027 -0.002 -0.041
Si -1.387 -6.698 18.935 0.019 -0.01 -0.031
Si -4.067 -4.053 19.059 0.026 -0.004 -0.005
Si -1.423 -1.369 19.041 -0.011 0.004 -0.047
Si -0.049 -0.033 20.394 -0.007 -0.032 0.054
Si 2.72 2.706 20.42 0.039 0.007 0.037
Si 0.051 5.436 20.14 -0.004 -0.015 0.035
Si 2.626 8.131 20.705 -0.027 0.026 0.069
Si -0.109 -5.464 20.475 0.008 0.039 0.036
Si 2.717 -2.729 20.53 -0.016 -0.009 0.043
Si 5.468 -0.008 20.535 0.018 -0.006 0.017
Si 8.126 2.799 20.274 -0.037 0.017 0.033
Si 5.363 5.421 20.476 -0.001 -0.001 0.064
Si 8.238 8.161 20.331 0.007 -0.003 0.056
Si 5.518 -5.454 20.42 0.004 0.01 0.062
Si 8.163 -2.748 20.49 0 0.008 0.031
Si -5.453 -0.027 20.225 0.021 0.023 0.024
Si -2.672 2.835 20.403 -0.028 -0.026 0.024
Si -5.278 5.505 20.384 0.022 -0.059 0.061
Si -2.759 -8.167 20.085 -0.02 -0.006 0.027
Si -5.424 -5.544 20.246 -0.008 -0.01 0.045
Si -2.788 -2.661 20.5 -0.005 0.011 0.067
Si 1.081 -1.554 21.795 0.158 0.122 -0.746
Si 4.321 1.63 21.798 -0.13 -0.128 -0.736
Si 1.445 4.288 21.591 -0.013 -0.212 -0.729
Si 3.752 6.389 21.94 0.177 0.344 -0.758
Si 0.711 -7.208 21.855 0.263 0.037 -0.702
Si 4.387 -3.89 21.74 -0.095 -0.022 -0.715
Si 6.578 -1.631 21.889 0.206 0.206 -0.754
Si -6.715 1.468 21.423 -0.11 -0.085 -0.666
Si 6.561 3.83 21.707 0.118 0.112 -0.723
Si -6.45 7.09 21.628 -0.078 -0.176 -0.738
Si 7.144 -6.614 21.69 -0.163 -0.053 -0.695
Si 9.37 -4.442 21.594 0.005 0.158 -0.669
Si -3.98 -1.007 21.749 -0.102 -0.302 -0.686
Si -1.652 1.138 21.652 0.196 0.153 -0.781
Si -3.499 4.63 21.742 -0.188 -0.153 -0.677
Si -1.355 6.819 21.328 0.011 -0.027 -0.503
Si -4.225 -7.104 21.527 0.014 0.15 -0.712
Si -1.161 -3.781 21.784 -0.146 -0.121 -0.79
Si 2.313 0.472 23.937 -0.037 -0.031 -0.216
Si -3.792 2.67 -6.969 -0.044 -0.03 0.114
Si -2.137 -7.044 26.323 0.03 0.032 -0.041
Si -5.593 -4.225 24.346 0.083 -0.035 -0.155
Si -3.525 -6.91 -2.857 0.032 -0.05 0.09
Si -5.518 -8.084 -4.617 0.001 0.046 0.015
Si -2.781 -5.48 23.834 -0.114 0.014 -0.091
Si -5.516 -0.145 -2.161 0.047 -0.013 0.132
Si -1.447 0.262 -4.414 -0.011 0.062 -0.043
Si -0.353 5.608 -5.244 -0.122 -0.095 -0.073
Si 5.328 0.338 -4.974 -0.031 0.015 0.069
Si 4.544 6.772 -2.752 0.139 0.038 0.099
Si -8.127 0.045 23.894 0.018 -0.116 -0.001
Si 2.001 2.066 -7.297 0 -0.011 -0.002
Si 6.37 -7.165 24.595 -0.012 -0.067 -0.191
Si -7.099 -6.514 25.763 0.088 0.018 0.031
Si 1.522 -6.859 24.758 -0.03 0.009 -0.01
Si -6.963 -2.862 -2.977 -0.009 -0.034 0.191
Si -5.263 3.106 23.456 0.077 0.062 -0.018
Si 8.038 -7.062 -5.32 -0.028 0 0.029
Si 2.746 -4.902 -4.759 -0.034 0.065 -0.007
Si -5.396 -1.341 24.63 -0.017 0.039 -0.194
Si 3.38 -0.769 -7.044 0.071 0.106 0.061
Si 2.035 7.186 -4.458 -0.018 0.207 -0.007
Si -1.209 4.409 26.11 0.032 0.018 -0.025
Si 7.811 1.865 26.293 -0.007 0.082 -0.134
Si -3.964 1.707 -4.049 -0.103 -0.01 -0.013
Si -1.458 -4.725 -3.02 0.067 0.041 0.128
Si 3.549 2.683 -4.754 0.085 -0.167 0.03
Si 0 2.606 23.808 0.057 0.011 -0.128
Si -7.691 5.115 23.702 0.022 0.009 -0.213
Si -6.723 -4.513 -5.509 -0.025 -0.031 0.034
Si 2.768 -7.095 -6.569 0.042 -0.044 -0.064
Si 4.052 -5.29 24.488 -0.052 -0.049 -0.056
Si -4.297 7.733 -7.227 0.161 -0.015 0.048
Si -1.503 -2.516 -5.292 0.004 -0.127 0.047
Si -6.704 5.974 -2.754 -0.152 0.006 0.131
Si 4.758 -4.211 -2.878 -0.004 -0.048 0.145
Si 6.382 3.064 -5.271 -0.033 -0.068 0.056
Si -4.401 4.462 -2.723 0.117 -0.064 0.001
Si 6.78 4.824 -2.898 0.038 -0.097 0.086
Si 2.483 2.574 -2.025 0 -0.075 0.165
Si -2.247 6.702 -2.962 0.029 -0.064 0.134
Si -5.402 2.25 26.21 0.124 -0.073 -0.05
Si 6.651 -1.74 -2.912 0.008 0.195 0.021
Si 0.337 0.282 -2.034 0.024 0.082 0.195
Si 7.076 4.987 26.156 0.096 -0.037 0.049
Si 0.19 7.184 26.147 -0.03 0.005 -0.074
Si 0.921 -6.634 -3.052 -0.022 -0.06 0.144
Si -4.959 7.904 26.404 -0.102 0.082 0.128
Si -0.783 2.643 -6.396 -0.025 -0.009 0.078
Si 1.275 -2.86 -6.436 0.133 -0.031 -0.085
Si 6.17 -6.871 -2.922 0.047 -0.069 0.103
Si 4.756 6.56 25.002 0.03 0.01 -0.158
Si 1.39 -1.389 5.446 0.016 0.001 0.006
Si 4.084 1.344 5.466 0.002 -0.01 0.008
Si 1.384 4.079 5.466 -0.006 0.003 0.009
Si 4.07 6.821 5.439 -0.014 -0.002 0.013
Si 1.349 9.536 5.435 0.002 -0.003 0.012
Si 4.082 -4.071 5.408 0.003 0.004 0.009
Si 6.809 -1.376 5.421 0.004 0 0.013
Si 9.516 1.344 5.462 0 0.014 0.017
Si 6.816 4.086 5.467 0.001 -0.012 0.015
Si 9.524 6.813 5.42 -0.005 0.007 0.009
Si 6.795 -6.788 5.4 -0.007 -0.013 0.005
Si -6.816 -4.076 5.42 0.012 0.003 0.007
Si -4.083 -1.381 5.461 0.006 -0.004 0.011
Si -1.356 1.344 5.475 -0.008 0.003 0.011
Si -4.083 4.09 5.468 -0.003 -0.007 0.012
Si -1.372 6.835 5.456 0 0.002 0.01
Si -4.08 -6.785 5.411 -0.002 0.001 0.005
Si -1.376 -4.1 5.429 0.007 0.005 0.014
Si 2.724 -0.014 6.818 -0.001 0.002 0.003
Si 5.451 2.712 6.812 0.006 -0.001 0.002
Si 2.733 5.448 6.815 0.004 -0.003 0.001
Si 5.441 -8.139 6.783 -0.005 0.009 -0.002
Si 2.723 -5.426 6.781 -0.005 -0.001 -0.001
Si 5.44 -2.722 6.786 -0.005 0.004 -0.007
Si 8.15 -0.015 6.805 0.009 0 -0.002
Si 10.877 2.717 6.812 0.001 0.001 -0.003
Si 8.172 5.459 6.804 -0.002 0.003 0
Si -5.436 -8.148 6.782 0.003 -0.003 -0.004
Si -8.165 -5.443 6.781 -0.003 0.003 -0.004
Si 10.865 -2.735 6.804 0.001 -0.003 0.002
Si -2.726 -0.012 6.819 -0.007 0.005 0.002
Si 0.009 2.72 6.815 0.005 -0.003 -0.002
Si -2.722 5.459 6.814 0.005 0.006 -0.003
Si 0.001 8.176 6.81 -0.001 -0.007 0
Si -2.727 -5.448 6.801 -0.002 -0.004 -0.003
Si 0 -2.738 6.786 -0.005 -0.003 -0.001
Si 1.362 1.352 8.17 -0.007 -0.006 -0.003
Si 4.09 4.079 8.166 0 0.002 -0.007
Si 1.359 6.805 8.163 -0.005 0.003 0
Si 4.077 -6.789 8.146 -0.002 -0.01 -0.003
Si 1.365 -4.08 8.155 0.004 0.006 -0.004
Si 4.092 -1.366 8.166 0.007 0.01 0.001
Si 6.8 1.348 8.171 0 -0.002 0.001
Si 9.519 4.084 8.165 0.001 -0.006 -0.006
Si 6.8 6.817 8.15 0.006 -0.005 -0.005
Si -6.801 -6.796 8.147 0.001 -0.008 -0.002
Si 6.797 -4.084 8.148 -0.006 -0.002 -0.005
Si 9.515 -1.367 8.164 0.006 0.005 -0.005
Si -4.08 1.361 8.17 0.005 0.009 -0.001
Si -1.354 4.09 8.163 0.003 0.004 -0.001
Si -4.086 6.815 8.164 0.002 -0.002 -0.006
Si -1.362 -6.794 8.169 0.003 0.004 -0.004
Si -4.089 -4.09 8.16 -0.007 -0.007 -0.001
Si -1.355 -1.375 8.158 -0.008 -0.003 -0.004
Si -0.001 -0.008 9.521 0.002 0.006 -0.001
Si 2.727 2.716 9.525 0 -0.002 0
Si 0.006 5.443 9.528 -0.001 -0.003 0.001
Si 2.723 -8.152 9.511 -0.006 -0.004 0
Si 0.006 -5.436 9.518 -0.005 -0.008 0
Si 2.722 -2.721 9.519 -0.002 0.006 -0.001
Si 5.441 -0.006 9.533 0.001 0 0.004
Si 8.159 2.72 9.519 0 0.003 -0.002
Si 5.446 5.449 9.514 0.006 -0.006 0
Si -8.16 -8.152 9.514 0.002 0.006 0
Si 5.435 -5.436 9.512 -0.002 -0.002 -0.001
Si 8.15 -2.724 9.52 0.006 0.005 -0.001
Si -5.444 -0.003 9.518 -0.005 0.002 -0.002
Si -2.715 2.726 9.52 0 0.002 -0.001
Si -5.44 5.444 9.52 -0.002 0.002 -0.002
Si -2.723 -8.153 9.529 0.005 -0.005 0.002
Si -5.449 -5.441 9.523 0.009 -0.002 0
Si -2.721 -2.729 9.515 -0.004 -0.005 -0.004
Si 1.364 -1.36 10.881 -0.005 0.004 0.004
Si 4.081 1.355 10.891 0.004 -0.001 0.007
Si 1.37 4.078 10.885 -0.002 -0.002 0.004
Si 4.08 -9.515 10.87 -0.005 0.004 -0.009
Si 1.367 -6.795 10.876 0 -0.005 -0.005
Si 4.081 -4.079 10.88 -0.001 -0.003 0.002
Si 6.795 -1.368 10.894 0 0.006 0.004
Si 9.514 1.354 10.876 0.011 0.003 -0.001
Si 6.797 4.081 10.874 0 -0.003 -0.001
Si -6.803 -9.518 10.875 0.006 -0.013 -0.003
Si -9.526 -6.797 10.872 0.007 -0.003 0
Si 9.511 -4.078 10.882 -0.005 -0.005 0.003
Si -4.081 -1.364 10.871 0.006 0.002 -0.005
Si -1.356 1.362 10.876 -0.01 0.007 -0.003
Si -4.078 4.084 10.879 0.002 0.005 -0.003
Si -1.356 6.805 10.883 -0.003 0.001 0.003
Si -4.085 -6.792 10.888 -0.01 0 0.004
Si -1.354 -4.079 10.876 0.009 -0.001 -0.006
Si 2.723 -0.009 12.251 -0.006 0.001 0.004
Si 5.443 2.721 12.243 0.002 0.012 0
Si 2.736 5.441 12.241 0.005 0.009 0.004
Si 5.431 -8.154 12.232 0.002 -0.007 -0.002
Si 2.723 -5.435 12.239 -0.002 -0.002 0
Si 5.43 -2.725 12.257 -0.001 -0.003 0.004
Si 8.153 0.003 12.245 0.006 0 -0.003
Si 10.878 2.711 12.227 -0.004 -0.004 -0.002
Si 8.155 5.44 12.23 0.004 0.002 -0.004
Si -5.45 -8.156 12.239 0.001 -0.006 0
Si -8.178 -5.434 12.237 -0.001 -0.004 -0.002
Si 10.874 -2.711 12.237 0.01 0.005 0.001
Si -2.717 -0.004 12.225 -0.004 0.003 -0.004
Si 0.009 2.713 12.241 -0.006 -0.006 0.004
Si -2.718 5.444 12.239 0.001 -0.009 0
Si 0.015 8.164 12.237 0 0 0
Si -2.713 -5.43 12.239 0.009 0.004 0.003
Si 0.006 -2.722 12.237 -0.007 0.001 0
Si 1.366 1.351 13.61 0.001 0.001 0.006
Si 4.095 4.084 13.61 0.004 -0.013 0.004
Si 1.383 6.807 13.597 -0.002 -0.003 0
Si 4.081 -6.79 13.601 -0.004 -0.002 0.001
Si 1.372 -4.07 13.603 -0.005 0.003 0.001
Si 4.067 -1.375 13.627 0.001 0.001 0.004
Si 6.791 1.357 13.61 0.001 0.01 -0.001
Si 9.506 4.062 13.577 0.012 0 -0.001
Si 6.786 -9.524 13.582 0.006 0.001 0.006
Si -6.827 -6.799 13.589 -0.008 0.008 -0.004
Si 6.785 -4.089 13.619 0.008 -0.005 0.003
Si 9.51 -1.355 13.603 -0.001 0.006 0.002
Si -4.083 1.345 13.582 0.013 -0.005 0.002
Si -1.35 4.082 13.591 -0.015 0.007 0.005
Si -4.079 6.811 13.593 -0.008 0.002 0.007
Si -1.339 9.533 13.59 0.004 -0.012 -0.001
Si -4.07 -4.057 13.591 -0.003 -0.005 0.004
Si -1.354 -1.357 13.586 -0.001 0.002 0.002
Si 0.022 -0.037 14.962 -0.005 0.003 0.003
Si 2.731 2.72 14.96 0.003 0.006 0.001
Si 0.022 5.443 14.944 0.002 -0.01 0.002
Si 2.74 8.168 14.967 0.002 -0.004 0.001
Si 0.018 -5.424 14.956 -0.004 -0.011 -0.007
Si 2.718 -2.741 15.01 -0.006 -0.001 0.005
Si 5.425 -0.003 14.969 -0.003 -0.001 -0.007
Si 8.154 2.718 14.968 0.002 -0.009 0.004
Si 5.464 5.437 14.977 0.007 0.008 0.002
Si 8.102 -8.142 14.946 0.007 -0.005 0.002
Si 5.415 -5.437 14.993 0.007 0.005 0.01
Si 8.147 -2.716 14.961 0.001 0.003 -0.006
Si -5.448 0.006 14.962 -0.003 -0.001 -0.002
Si -2.708 2.695 14.924 -0.001 0.002 -0.006
Si -5.46 5.432 14.912 -0.009 -0.001 0.002
Si -2.695 8.172 14.941 -0.006 0.012 0.004
Si -5.444 -5.433 14.909 -0.004 0.001 -0.005
Si -2.719 -2.684 14.963 0.005 -0.004 0.002
O -6.01 -3.913 22.815 0.058 0.272 0.095
O -1.096 1.702 23.063 -0.121 -0.185 0.267
O 0.54 3.768 22.833 0.021 0.426 0.282
O -1.103 -4.324 -1.487 0.615 -0.066 -0.321
O -6.607 3.931 23.756 -0.106 -0.229 0.412
O 3.712 -3.828 -4.051 -0.02 0.26 -0.359
O 5.34 0.099 -0.344 0.019 0.133 -0.582
O -8.083 2.65 -0.395 0.265 0.187 -0.075
O 2.734 8.12 -0.361 -0.13 -0.237 -0.575
O 5.59 -2.886 -2.581 0.009 0.068 0.484
O 5.468 2.725 22.259 0.028 0.252 0.675
O -8.125 8.082 -0.318 -0.105 -0.022 -0.122
O -5.428 -5.351 -6.042 0.205 0.05 0.369
O -6.553 0.661 -1.222 0.118 -0.321 -0.317
O -1.75 6.809 -1.428 0.196 0.429 -0.04
O -5.465 2.311 22.071 0.306 -0.022 -0.131
O -6.915 1.825 26.51 -0.005 0.015 0.387
O -4.241 -0.559 -1.249 0.132 0.44 -0.013
O 0.049 5.374 -0.308 0.094 0 -0.176
O 7.021 3.556 -3.868 0.377 -0.178 0.141
O 6.587 -6.572 -1.394 0.129 0.224 -0.19
O -2.906 -5.44 -3.095 -0.383 0.075 -0.511
O 2.548 -1.9 -6.257 0.104 -0.1 0.583
O 1.006 -5.94 25.99 -0.237 0.246 -0.11
O 1.822 3.721 -1.132 -0.19 0.114 -0.34
O -4.01 4.096 23.213 0.183 0.325 0.562
O -4.704 -1.358 23.165 -0.006 -0.14 0.069
O 1 -8.1 -3.734 -0.447 -0.311 -0.174
O 7.179 -1.21 -1.471 0.382 -0.063 -0.22
O 0.919 -6.689 -1.438 -0.542 0.231 0.152
O 1.037 -0.974 -1.322 -0.104 -0.305 -0.402
O 0.957 -6.462 23.295 -0.244 0.305 0.151
O -4.36 4.277 -1.137 -0.189 -0.088 0.06
O 7.241 3.38 26.327 -0.25 0.039 0.124
O -2.805 4.655 26.144 0.011 -0.032 -0.21
O -2.378 5.783 22.136 -0.01 -0.03 0.416
O 7.157 -1.067 23.319 0.061 -0.044 0.417
O -8.046 -5.463 -5.453 -0.605 0.366 -0.263
O 5.454 -2.76 22.289 0.142 -0.277 0.25
O -5.452 -5.409 -0.485 0.232 0.117 -0.116
O -4.289 7.893 -5.616 0.595 -0.107 0.252
O -0.494 5.8 25.679 -0.223 0.227 -0.432
O -2.6 1 -3.585 -0.07 0.195 0.491
O -0.386 7.894 22.148 -0.063 0.042 0.538
O -0.538 4.039 -5.603 -0.029 0.05 0.409
O -2.564 -8.094 -3.411 0.487 0.275 -0.248
O 8.038 5.827 -2.945 -0.047 0.58 -0.031
O -0.824 1.341 -5.438 0.261 -0.065 -0.296
O -6.353 6.415 -1.241 0.498 0.187 0.042
O 3.511 -5.866 -5.812 0.704 0.025 -0.369
O 7.41 -7.324 -3.852 0.443 -0.052 0.004
O 2.421 0.515 -7.197 -0.092 -0.262 0.169
O -3.702 -7.186 -1.272 0.19 -0.27 0.031
O -7.125 6.411 22.943 -0.315 0.146 0.223
O 4.505 6.405 -1.178 0.296 -0.324 0.013
O 6.594 -7.419 23.004 -0.26 -0.388 0.022
O -1.847 -4.365 23.141 -0.131 -0.058 0.307
O 6.525 4.321 -1.386 -0.4 0 -0.195
O 4.04 1.162 -4.411 -0.202 -0.201 0.117
O 1.654 -0.764 23.108 0.166 -0.217 0.621
O -8.057 5.542 25.207 0.485 0.323 0.221
O -4.097 -4.811 24.485 0.085 0.18 0.333
O 7.759 -7.008 25.365 -0.132 -0.299 0.476
O 3.125 -6.609 24.717 0.106 -0.43 0.404
O -6.696 -5.222 24.921 -0.235 0.098 -0.057
O -5.018 2.035 24.64 -0.033 -0.707 -0.122
O -0.03 -2.166 -5.838 0.324 0.577 -0.232
O -4.872 6.333 26.091 -0.135 -0.058 -0.632
O -4.43 4.158 -6.823 -0.062 0.382 0.623
O -6.84 -0.621 24.6 -0.144 0.044 0.576
O -0.292 -0.238 -3.413 0.33 -0.676 -0.093
O 3.722 1.915 -1.235 0.111 -0.002 -0.127
O 1.075 7.921 24.996 0.165 -0.347 -0.308
O 7.473 1.079 24.91 -0.605 0.14 0.113
O 5.676 5.292 25.408 -0.447 -0.315 -0.308
O -0.991 -5.364 -7.351 -0.169 -0.227 0.244
O -7.628 0.867 22.614 -0.223 0.181 -0.022
O 2.553 5.312 22.208 0.09 -0.23 0.106
O -6.333 -3.851 -4.091 0.242 -0.111 0.254
O -2.195 2.769 -7.171 0.229 -0.193 -0.513
O -0.741 3.274 25.065 -0.191 -0.211 0.133
O 4.125 -4.623 -1.442 -0.021 -0.382 -0.058
O 3.609 1.025 23.137 0.143 0.064 0.276
O 0.411 2.342 -7.451 -0.025 -0.216 -0.547
O 5.566 -5.772 24.729 0.238 0.116 0.3
O 1.405 1.433 -2.364 0.049 0.148 -0.35
O -6.057 -7.72 25.448 -0.029 -0.346 -0.481
O 3.081 6.639 -3.375 -0.223 -0.552 -0.137
O -3.587 5.806 -3.07 -0.244 0.195 -0.321
O 2.432 2.756 -5.904 -0.214 0.248 0.024
O 7.302 4.534 22.977 -0.193 -0.029 0.168
O 4.824 3.505 -5.295 -0.417 0.601 -0.14
O -2.61 2.62 -0.285 -0.202 0.227 -0.372
O 7.128 3.754 -6.491 0.203 0.073 -0.048
O 5.574 7.929 25.273 -0.13 0.197 0.799
O 1.252 1.664 24.188 0.017 0.237 0.2
O 4.363 6.614 23.433 0.326 0.34 0.078
O 2.865 7.88 -5.675 0.697 -0.162 -0.005
O -0.843 6.602 -6.415 0.314 0.026 0.087
O -2.141 -1.05 -5.065 -0.557 0.045 -0.306
O 6.446 1.444 -5.394 0.36 -0.346 -0.044
O -0.388 -5.824 -3.521 -0.051 -0.025 -0.231
O -0.821 0.863 -1.08 -0.15 0.007 -0.178
O 5.976 -0.631 -3.864 0.016 0.288 -0.022
O 2.694 -2.706 -0.406 0.134 0.15 -0.116
O 1.213 5.913 -5.002 0.286 -0.217 -0.121
O -3.504 -7.833 26.109 0.049 0.042 -0.024
O 7.933 -2.42 -3.604 0.028 -0.193 -0.412
O 2.209 -5.813 -3.547 0.333 0.051 0.227
O -5.351 -8.126 22.154 0.138 0.007 0.694
O 3.748 -4.065 25.473 0.08 0.61 -0.069
O 3.785 -4.729 22.999 -0.557 -0.254 0.076
O -5.291 3.823 26.456 -0.508 0.269 -0.181
O -4.129 1.77 -5.661 -0.168 -0.315 -0.127
O -2.818 0.085 22.093 0.129 0.063 0.317
O 4.77 -0.477 -6.261 0.449 -0.396 -0.095
O -7.1 -3.643 -1.551 -0.25 -0.078 -0.127
O -0.018 -2.691 22.261 -0.05 -0.083 0.555
O -7.057 -3.404 -6.644 -0.172 0.65 0.192
O 5.597 -5.462 -3.458 0.202 0.102 -0.694
O 3.446 6.398 25.938 -0.277 -0.046 -0.153
O -3.823 3.218 -3.531 0.389 0.084 -0.022
O -4.402 -0.679 25.692 0.128 -0.3 -0.252
O -6.059 7.012 -3.762 -0.289 -0.053 -0.334
O -1.45 -3.403 -3.941 -0.087 0.227 -0.083
O -8.077 -5.489 22.183 0.125 -0.108 0.396
O -4.967 -6.965 -3.588 -0.619 0.419 0.127
O 1.177 -6.777 -6.651 -0.25 -0.197 0.469
O 2.787 -0.046 25.389 0.265 0.064 0.117
O -5.153 0.857 -3.374 -0.441 0.009 -0.455
O 1.555 -4.174 -5.553 -0.668 -0.282 -0.183
O -5.971 4.578 -3.085 -0.357 -0.37 -0.539
O -5.646 -2.842 25.147 -0.231 -0.05 0.481
O -3.297 -6.543 22.736 -0.064 -0.182 0.302
O -2.342 -3.315 -6.408 -0.674 0.328 -0.04
O 2.973 3.284 -3.382 0.131 0.31 -0.217
O -1.881 -6.213 24.957 0.548 0.149 -0.157
O 5.056 -8.032 -2.968 -0.195 0.21 -0.008
O -1.156 5.985 -3.897 0.09 -0.058 0.2
O 7.097 -7.771 -6.434 -0.48 0.202 0.163
O -2.747 -2.592 -0.47 0.301 0.032 -0.409
O -6.809 -7.685 -5.485 0.101 -0.335 -0.295
O -6.099 -1.521 -2.76 0.33 0.11 -0.03
O 5.527 5.688 -3.423 -0.131 0.153 -0.2

Results
total energy: -101658.820 eV
total energy less fixed offsets of O -438.25, Si -107.07 eV per atom: -5.620 eV
